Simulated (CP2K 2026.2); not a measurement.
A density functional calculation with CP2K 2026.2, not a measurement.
Periodic cell of 504 atoms, Si360O144, from a study of silicon, its oxide and their interface. The atomic structure is a simulated model.
Doubt: the forces sum to 3.04 eV/angstrom along one axis rather than to zero, so they err by at least 0.0060 eV/angstrom per atom on average; the grid cutoff is modest.

Settings
functional: PBE
method: Gaussian and plane waves
basis set: DZVP-MOLOPT-SR-GTH
pseudopotentials: GTH-PBE
grid cutoff: 300 Ry, relative cutoff 40 Ry
k points: Gamma only
occupations: fixed
spin: none
net charge: 0

Cell vectors (angstrom)
a 16.32 0 0
b 0 16.32 0
c 6.3307 6.4403 33.1902

Atoms and the computed forces on them: element, x, y, z (angstrom), force x, y, z (eV/angstrom)
Si 1.64 -1.729 -0.043 -0.237 0.242 0.839
Si 4.373 1.02 -0.111 -0.135 0.253 0.759
Si 1.023 4.325 0.088 0.15 -0.03 0.733
Si 4.272 6.369 0.119 0.125 0.187 0.664
Si 1.217 -6.592 -0.024 0.063 -0.194 0.644
Si 3.836 -3.923 0.258 0.194 0.012 0.76
Si 6.651 -1.112 0.198 -0.004 -0.146 0.73
Si 9.648 1.158 0.281 0.033 0.251 0.773
Si 6.686 4.377 -0.096 0.04 -0.266 0.658
Si 9.257 7.107 0.273 0.066 -0.056 0.748
Si 7.022 9.263 0.053 -0.17 0.22 0.84
Si -6.495 -4.32 -0.022 -0.174 0.178 0.775
Si -4.284 -0.891 -0.024 0.212 -0.463 0.63
Si -1.565 1.658 0.219 0.016 -0.055 0.708
Si -3.722 3.926 -0.359 -0.451 0.276 0.608
Si -1.178 6.579 0.038 -0.054 0.183 0.738
Si -4.224 -6.469 0.151 -0.017 -0.188 0.728
Si -1.108 -4.488 0.231 0.128 0.099 0.672
Si 2.721 -0.033 1.231 -0.001 -0.02 -0.093
Si 5.498 2.698 1.174 -0.018 0.022 -0.059
Si 2.716 5.285 1.443 -0.04 -0.004 -0.028
Si 5.392 8.108 1.305 -0.013 -0.02 -0.06
Si 2.637 -5.464 1.482 0.005 0.005 -0.026
Si 5.453 -2.709 1.427 -0.013 0.008 -0.028
Si 8.142 0.002 1.59 -0.014 -0.044 0.001
Si -5.371 2.859 1.186 0.027 0.032 -0.056
Si 8.094 5.482 1.435 -0.014 -0.035 -0.046
Si -5.428 8.27 1.435 0.004 0.025 -0.051
Si 8.196 10.885 1.32 0.015 0.011 -0.045
Si -5.33 -2.69 1.215 0.026 0.053 -0.021
Si -2.745 0.081 1.44 -0.009 -0.024 -0.037
Si -0.037 2.806 1.501 0.006 0.021 -0.048
Si -2.763 5.418 1.271 -0.008 -0.023 -0.021
Si 0.039 8.15 1.293 0.011 0.002 -0.031
Si -2.679 -5.497 1.596 -0.048 0.006 -0.021
Si 0.029 -2.768 1.345 0.012 0.016 -0.084
Si 1.382 1.331 2.657 0.019 -0.013 0.002
Si 4.104 3.923 2.706 0.063 -0.036 0.011
Si 1.394 6.797 2.698 -0.019 0.007 0.014
Si 4.071 9.475 2.709 0.023 -0.007 -0.001
Si 1.307 -4.089 2.822 -0.01 0.022 0.046
Si 4.049 -1.335 2.73 -0.025 0.005 0.034
Si 6.767 1.443 2.758 -0.034 0.026 0.025
Si 9.549 4.106 2.651 0.003 -0.031 0.005
Si 6.724 6.814 2.777 0.01 0.04 0.055
Si 9.517 9.59 2.792 -0.025 0.011 0.03
Si 6.833 12.224 2.709 0.015 -0.018 -0.002
Si -6.747 -1.446 2.722 0.061 -0.028 0.021
Si -4.123 1.475 2.719 -0.012 0.028 0.035
Si -1.442 4.137 2.789 -0.017 0.019 0.027
Si -4.092 6.789 2.674 0.008 0.014 -0.001
Si -1.324 -6.929 2.803 0.043 -0.038 0.014
Si -4.043 -3.991 2.746 -0.043 0.017 0.026
Si -1.349 -1.363 2.676 0.015 -0.012 -0.011
Si 0.011 -0.004 4.038 -0.008 -0.008 -0.009
Si 2.729 2.634 4.086 0.021 0.015 0.009
Si -0.01 5.481 4.082 -0.003 -0.015 -0.016
Si 2.727 8.138 4.096 -0.037 0.003 -0.015
Si -0.03 -5.482 4.142 -0.01 0.036 -0.01
Si 2.713 -2.712 4.11 0.008 -0.012 -0.028
Si 5.41 0.036 4.086 0.005 -0.03 -0.02
Si 8.187 2.765 4.064 -0.01 -0.001 -0.011
Si 5.396 5.386 4.079 -0.01 0 -0.038
Si 8.139 8.179 4.1 0 -0.013 -0.034
Si 5.449 10.857 4.05 -0.006 -0.002 -0.001
Si 8.19 -2.76 4.095 0.018 0.011 -0.019
Si -5.45 0.022 4.051 -0.011 0.023 -0.039
Si -2.755 2.747 4.134 -0.002 -0.003 0.003
Si -5.455 5.456 4.058 0.015 -0.006 -0.021
Si -2.723 8.073 4.113 0.008 -0.001 -0.002
Si -5.425 -5.368 4.106 0.021 -0.015 -0.024
Si -2.69 -2.67 4.105 -0.017 -0.001 0.019
Si 1.366 -1.365 16.352 0.018 -0.006 0.011
Si 4.018 1.281 16.237 -0.007 0.004 -0.021
Si 1.307 4.063 16.275 0.002 -0.005 0.004
Si 4.073 6.817 16.256 -0.019 0.005 0.003
Si 1.385 -6.769 16.295 -0.018 0.022 0.002
Si 4.117 -4.08 16.33 0.029 -0.026 -0.008
Si 6.814 -1.4 16.326 0 0.005 0.026
Si -6.796 1.333 16.366 0 0.014 0.01
Si 6.785 4.065 16.284 0.002 0.014 0.019
Si -6.816 6.819 16.252 0.001 0.005 -0.003
Si 6.799 9.549 16.289 0.024 -0.003 0.009
Si -6.795 -4.04 16.314 -0.012 0.012 -0.005
Si -4.074 -1.337 16.359 0.006 0.01 0.014
Si -1.354 1.365 16.328 -0.01 -0.009 0.008
Si -4.063 4.046 16.308 0.007 0.005 0.009
Si -1.346 6.788 16.325 -0.008 -0.02 0.022
Si -4.083 9.551 16.326 -0.006 0.022 0.005
Si -1.364 -4.062 16.334 -0.001 -0.007 -0.006
Si 2.718 -0.01 17.735 0.027 -0.007 0.018
Si 5.364 2.644 17.524 0.002 0.023 -0.01
Si 2.669 5.459 17.555 0.015 0.011 0.009
Si 5.441 8.167 17.618 -0.018 0.015 0.012
Si 2.802 -5.476 17.676 -0.002 0.018 -0.002
Si 5.432 -2.702 17.73 0.008 -0.026 0.007
Si 8.191 -0.091 17.71 0.005 0.006 0.05
Si -5.416 2.712 17.706 0.026 -0.026 0.01
Si 8.172 5.446 17.608 -0.003 -0.006 -0.002
Si -5.502 8.198 17.621 0.01 0.002 0.029
Si 8.096 10.985 17.644 -0.015 0.006 0.026
Si -5.412 -2.729 17.715 -0.003 0.006 -0.006
Si -2.706 0.035 17.714 -0.024 -0.016 0.023
Si -0.011 2.719 17.707 -0.019 0.025 0.037
Si -2.697 5.386 17.671 -0.014 0.004 0.019
Si 0.026 -8.123 17.638 0.037 0.011 0.023
Si -2.742 -5.389 17.708 -0.043 0.013 -0.018
Si 0.03 -2.751 17.702 -0.022 0.01 0.039
Si 1.344 1.36 19.085 0.003 0.01 -0.009
Si 3.957 3.989 18.815 -0.002 -0.06 -0.009
Si 1.472 6.898 18.97 0.022 0.028 -0.004
Si 4.181 -6.806 19.078 0.035 0.025 -0.033
Si 1.453 -4.127 19.02 0.013 0.01 -0.055
Si 4.062 -1.381 19.131 -0.018 0.01 -0.032
Si 6.661 1.252 18.88 -0.052 -0.022 -0.057
Si -6.831 4.082 18.994 0.016 0.025 -0.025
Si 6.775 6.774 18.934 0.02 -0.014 -0.007
Si -6.866 9.636 18.94 0.02 -0.022 -0.01
Si 6.787 -4.012 19.139 0.027 -0.02 -0.019
Si 9.615 -1.407 19.148 -0.035 0.044 -0.013
Si -4.016 1.422 19.127 0.014 0.004 0.001
Si -1.296 4.111 19.124 -0.03 0.012 -0.006
Si -4.175 6.736 18.893 -0.047 0.005 -0.041
Si -1.381 -6.794 18.98 0.008 -0.024 -0.016
Si -4.078 -4.045 19.152 0.009 0.003 0.021
Si -1.35 -1.369 19.035 0.007 -0.022 -0.042
Si 0.004 -0.037 20.419 -0.019 -0.009 0.033
Si 2.649 2.811 20.395 -0.005 0.04 0.053
Si 0.101 5.635 20.339 -0.049 -0.006 0.042
Si 2.981 8.026 20.442 0.012 -0.069 0.023
Si 0.124 -5.576 20.299 0.021 -0.024 -0.001
Si 2.702 -2.733 20.507 -0.014 -0.046 0.06
Si 5.397 0.007 20.468 -0.02 -0.007 0.102
Si 8.052 2.606 20.103 -0.031 0.038 0.01
Si 5.432 5.212 20.07 -0.018 0.015 0.002
Si 8.013 8.303 20.213 -0.014 0.083 0.002
Si 5.417 -5.369 20.52 -0.022 0.028 0.057
Si 8.201 -2.715 20.551 0.001 -0.062 0.038
Si -5.288 -0.021 20.494 0.068 -0.008 0.031
Si -2.668 2.79 20.573 0.027 -0.02 0.051
Si -5.529 5.469 20.385 -0.013 -0.014 0.064
Si -2.837 -8.191 20.177 -0.004 0.012 0.023
Si -5.538 -5.398 20.443 -0.081 0.027 0.051
Si -2.645 -2.693 20.501 0 -0.023 0.042
Si 1.074 -1.628 21.795 0.187 0.113 -0.769
Si 4.152 1.612 21.714 -0.071 -0.208 -0.67
Si 1.657 4.551 21.705 0.002 -0.116 -0.661
Si 4.24 6.325 21.678 0.083 0.203 -0.512
Si 1.677 -6.799 21.652 -0.277 -0.21 -0.587
Si 3.744 -4.345 21.877 0.395 0.326 -0.557
Si 7.11 -1.025 21.76 -0.267 -0.173 -0.775
Si -7.046 1.186 21.417 0.189 -0.12 -0.74
Si 6.469 3.64 21.452 0.109 0.012 -0.77
Si -6.826 7.127 21.486 -0.002 -0.234 -0.693
Si 6.943 -6.586 21.798 -0.245 -0.15 -0.724
Si 9.22 -4.376 21.933 0.225 0.266 -0.726
Si -3.614 -1.026 21.916 -0.153 -0.111 -0.763
Si -1.379 1.208 21.825 -0.028 0.239 -0.674
Si -3.843 4.509 21.746 -0.207 -0.306 -0.795
Si -1.591 6.739 21.556 0.152 0.136 -0.725
Si -4.472 -7.17 21.494 0.013 0.145 -0.84
Si -0.964 -3.968 21.571 -0.129 0.102 -0.714
Si -1.621 -2.263 -6.849 0.054 -0.069 -0.011
Si 4.2 -5.871 -4.694 -0.121 0.007 -0.001
Si -4.431 7.393 25.416 -0.078 0.094 -0.01
Si 6.51 6.668 26.055 -0.005 0.003 -0.076
Si 6.46 1.263 -4.181 -0.095 -0.131 -0.003
Si -1.557 -6.428 -4.142 -0.061 0.023 -0.098
Si 2.745 7.867 -2.119 -0.069 0.071 0.096
Si 5.641 -1.004 24.398 0.14 0.08 -0.064
Si -5.582 0.684 -6.88 0.196 -0.023 0.049
Si 3.479 1.463 -3.146 0.151 0.071 0.071
Si -6.775 -3.367 24.937 -0.053 -0.096 -0.089
Si 7.884 -2.955 -1.967 0.092 -0.059 0.184
Si -2.956 8.113 -2.073 -0.015 0.025 0.186
Si -3.776 -6.671 -6.146 -0.004 -0.086 -0.082
Si 5.204 7.894 -4.08 -0.097 -0.111 0.033
Si -0.942 1.093 -2.605 0.01 0.057 0.124
Si 8.094 -3.575 -7.064 0.066 -0.046 0.127
Si -8.03 -8.105 -4.116 -0.006 -0.011 -0.065
Si 1.782 4.082 26.088 -0.003 0.082 -0.043
Si 4.884 -1.291 -5.99 -0.058 0.032 0.037
Si 1.321 6.049 -4.211 0.051 0.051 0.123
Si -3.371 -2.445 -4.536 -0.014 0.081 0.011
Si -2.574 -5.797 23.561 -0.015 -0.123 -0.093
Si 6.65 1.815 25.434 -0.056 -0.048 0.016
Si -4.461 4.702 -3.488 0.173 -0.057 0.229
Si -2.935 -3.946 25.63 -0.002 0.039 -0.033
Si -5.405 4.931 24.369 0.052 0.186 -0.074
Si 7.363 -1.689 -4.692 -0.093 0.076 0.015
Si 3.777 -4.834 24.883 -0.048 -0.056 -0.142
Si 1.187 3.353 -2.839 0.058 -0.11 0.052
Si -8.156 2.57 -2.14 0.086 0.197 0.021
Si -6.998 2.671 24.035 -0.079 0.051 -0.004
Si 0.8 7.429 -6.713 0.049 -0.001 0.015
Si 0.318 -1.606 -2.904 0.063 -0.002 0.161
Si 2.886 -0.208 23.887 -0.074 0.087 -0.066
Si 5.62 -5.185 -1.93 0.082 -0.064 0.169
Si -5.885 6.853 -2.436 0.009 0.004 0.03
Si -6.837 7.146 -6.598 0.137 0.15 -0.015
Si 5.372 -7.248 24.498 -0.056 0.01 -0.113
Si 2.4 -7.377 24.413 -0.038 -0.063 -0.057
Si -6.727 -6.24 -6.003 -0.071 -0.067 -0.086
Si 7.042 5.974 23.173 -0.271 0.136 -0.287
Si -1.924 -3.815 -2.504 -0.105 0.092 0.033
Si -3.72 0.089 -2.87 0.023 -0.122 0.133
Si -4.56 -1.509 24.885 0.045 0.002 -0.126
Si 4.103 5.403 -5.55 -0.059 0.061 -0.048
Si -0.012 3.078 23.945 0.061 -0.073 -0.193
Si -1.615 7.894 24.404 0.008 0.071 -0.168
Si -4.714 1.453 25.875 -0.015 -0.047 -0.004
Si -5.705 2.018 -3.972 -0.08 -0.033 0.017
Si 2.075 -0.66 -4.846 0.056 0.054 -0.027
Si 1.301 -6.305 -5.381 -0.02 0.068 -0.01
Si 5.953 3.396 -6.181 -0.003 -0.115 -0.077
Si -3.876 6.492 -5.923 -0.068 -0.136 0.033
Si 1.345 -1.353 5.447 -0.002 -0.002 -0.012
Si 4.071 1.338 5.492 -0.017 -0.021 0.013
Si 1.36 4.065 5.396 -0.002 -0.009 -0.023
Si 4.061 6.758 5.448 0.019 -0.006 0.007
Si 1.376 9.507 5.466 -0.008 -0.017 -0.014
Si 4.095 12.231 5.423 0.014 0.004 -0.001
Si 6.806 -1.354 5.402 -0.009 0.011 -0.011
Si 9.5 1.359 5.423 0.011 -0.007 0.001
Si 6.816 4.097 5.441 0.001 -0.001 -0.018
Si -6.807 6.812 5.433 0.002 0.005 0
Si 6.786 9.523 5.46 -0.001 0.008 -0.016
Si -6.793 12.244 5.495 0.007 0.01 0.009
Si -4.068 -1.307 5.435 0.011 0.001 -0.012
Si -1.352 1.361 5.421 0.003 -0.011 -0.011
Si -4.113 4.106 5.464 -0.016 0.004 -0.011
Si -1.355 6.781 5.497 -0.001 -0.003 0.004
Si -4.072 -6.799 5.417 -0.017 0 -0.013
Si -1.381 -4.086 5.462 0.004 -0.009 0.004
Si 2.702 -0.015 6.827 0.024 0.001 0.016
Si 5.452 2.725 6.8 0.001 -0.012 -0.005
Si 2.699 5.412 6.801 -0.005 0.024 -0.002
Si 5.428 8.138 6.796 0.006 0.001 -0.005
Si 2.737 10.879 6.802 -0.008 -0.003 -0.001
Si 5.452 -2.718 6.777 0.002 -0.012 -0.009
Si 8.148 0.001 6.787 0.009 0.013 0
Si -5.464 2.719 6.796 0.002 0.005 0.004
Si -8.158 5.454 6.805 -0.01 0 0
Si -5.439 8.171 6.788 -0.009 -0.007 -0.009
Si -8.165 10.874 6.823 0.007 -0.007 0.006
Si -5.424 -2.686 6.802 -0.022 0.007 0.005
Si -2.705 0.018 6.806 -0.006 0.003 0.005
Si 0.005 2.72 6.782 0.001 -0.007 -0.006
Si -2.732 5.431 6.832 0.022 -0.004 0.012
Si 0.003 8.163 6.826 -0.009 0.003 0.003
Si -2.735 -5.447 6.81 0.009 0.019 -0.003
Si -0.006 -2.724 6.803 0.002 0 -0.003
Si 1.352 1.364 8.164 -0.003 -0.003 0.003
Si 4.081 4.073 8.16 0.01 0.001 0.001
Si 1.354 6.786 8.166 -0.01 -0.009 0.001
Si 4.08 9.507 8.158 0.005 0.002 0
Si 1.364 -4.082 8.154 0.005 0.008 0.001
Si 4.083 -1.375 8.154 -0.018 -0.003 0.002
Si 6.799 1.357 8.158 -0.009 -0.004 0.007
Si -6.811 4.081 8.161 -0.012 -0.004 0.002
Si 6.798 6.801 8.166 0.014 0.003 0.006
Si -6.797 9.515 8.167 -0.002 -0.007 0.007
Si 6.799 -4.071 8.159 0.002 0.008 0.003
Si -6.8 -1.343 8.154 0.005 0.005 0.003
Si -4.083 1.372 8.153 0.001 0.013 0.002
Si -1.361 4.065 8.162 -0.016 -0.006 0
Si -4.087 6.813 8.165 0.004 0.01 0.001
Si -1.363 -6.792 8.171 0.009 0.007 0.002
Si -4.084 -4.071 8.161 0.003 -0.021 -0.001
Si -1.361 -1.362 8.162 0 -0.007 0.004
Si -0.005 -0.001 9.519 0 0.011 0.01
Si 2.722 2.713 9.521 -0.002 0.002 0.004
Si -0.008 5.432 9.522 0.001 0.006 -0.001
Si 2.714 8.154 9.518 0.001 -0.004 -0.003
Si 0 -5.432 9.522 -0.012 -0.004 0.003
Si 2.721 -2.726 9.515 0.016 -0.01 0.001
Si 5.437 -0.006 9.512 0.008 0.004 -0.001
Si -8.165 2.718 9.521 0.008 0.006 -0.001
Si 5.438 5.435 9.521 -0.006 0.008 -0.003
Si -8.157 8.155 9.524 -0.008 -0.003 0.003
Si 5.44 -5.443 9.508 -0.006 -0.008 -0.004
Si -8.155 -2.711 9.512 0.002 -0.002 0.002
Si -5.437 0.008 9.517 -0.004 0.001 -0.004
Si -2.728 2.719 9.522 0.011 -0.017 0.003
Si -5.447 5.443 9.516 -0.002 -0.008 -0.004
Si -2.724 -8.152 9.525 -0.005 0.004 0
Si -5.44 -5.434 9.52 -0.011 0.018 -0.003
Si -2.718 -2.722 9.523 -0.001 -0.004 0.003
Si 1.361 -1.362 10.873 -0.002 0 -0.003
Si 4.079 1.349 10.88 -0.002 -0.01 0.002
Si 1.356 4.072 10.875 0.003 0 -0.003
Si 4.075 6.797 10.874 0.006 0.007 0.001
Si 1.354 9.52 10.876 -0.001 0.005 0.002
Si 4.078 -4.089 10.867 -0.006 -0.004 0
Si 6.802 -1.358 10.873 -0.004 0.004 -0.004
Si -6.798 1.364 10.877 -0.01 0.014 0
Si -9.524 4.073 10.885 -0.006 -0.008 0.004
Si -6.799 6.795 10.887 0.003 -0.008 -0.004
Si -9.517 9.523 10.868 0.018 0.004 0.004
Si -6.796 -4.068 10.873 -0.005 -0.016 0.007
Si -4.08 -1.36 10.876 0 -0.002 0
Si -1.375 1.351 10.875 -0.017 0.005 -0.005
Si -4.088 4.084 10.876 0.001 0.017 -0.005
Si -1.367 6.8 10.876 -0.004 -0.005 0.001
Si -4.078 -6.788 10.887 0.007 -0.006 -0.004
Si -1.357 -4.075 10.89 0.008 0.004 0
Si 2.722 -0.014 12.239 -0.002 0.014 0.005
Si 5.439 2.706 12.243 0.01 0.016 0.007
Si 2.715 5.434 12.231 -0.006 0 0.003
Si 5.434 8.167 12.22 -0.005 -0.009 -0.009
Si 2.71 10.889 12.232 0.012 -0.009 0.003
Si 5.443 -2.732 12.219 -0.009 -0.008 -0.001
Si 8.162 0.002 12.233 0.015 0 -0.005
Si -5.438 2.717 12.241 -0.003 -0.004 -0.001
Si -8.156 5.43 12.244 0.003 0.012 0.002
Si -5.435 8.163 12.241 -0.002 0.015 0.006
Si -8.153 10.884 12.221 -0.012 0.007 -0.009
Si -5.437 -2.713 12.241 -0.001 -0.005 -0.007
Si -2.722 -0.008 12.243 0.002 -0.001 0
Si -0.014 2.712 12.223 -0.006 -0.016 -0.004
Si -2.731 5.446 12.232 0.002 -0.001 -0.002
Si -0.009 8.163 12.234 -0.014 -0.006 -0.006
Si -2.719 -5.431 12.255 -0.003 -0.003 0.006
Si 0.002 -2.71 12.246 0.013 0.005 0.005
Si 1.336 1.343 13.576 0.005 0.012 -0.007
Si 4.068 4.066 13.589 -0.007 0.004 0.011
Si 1.348 6.794 13.581 0.007 0.012 0.001
Si 4.076 9.532 13.575 -0.006 0.009 0.002
Si 1.363 -4.066 13.607 -0.022 0.01 -0.003
Si 4.083 -1.389 13.587 0.022 -0.017 -0.006
Si 6.804 1.346 13.605 -0.005 -0.002 -0.003
Si -6.793 4.068 13.61 -0.005 -0.006 0.002
Si 6.794 6.807 13.573 -0.01 0.008 -0.001
Si -6.794 9.537 13.585 0.006 -0.009 -0.006
Si 6.81 -4.081 13.576 0.024 -0.029 -0.01
Si 9.523 -1.349 13.596 -0.027 0.021 -0.003
Si -4.086 1.345 13.6 0.008 0.002 -0.006
Si -1.381 4.07 13.575 -0.001 0.016 -0.01
Si -4.071 6.81 13.607 0.008 -0.018 -0.001
Si -1.356 9.522 13.61 0.006 -0.003 0.002
Si -4.077 -4.061 13.613 -0.005 0.004 0.005
Si -1.357 -1.353 13.613 -0.014 -0.001 -0.005
Si 0.009 -0.005 14.979 -0.005 0.017 0.001
Si 2.681 2.701 14.926 -0.005 -0.025 -0.007
Si -0.03 5.434 14.923 -0.018 -0.022 0.001
Si 2.707 8.173 14.917 0.002 -0.008 0.003
Si -0.004 -5.419 14.961 0.017 -0.002 0
Si 2.731 -2.722 14.983 0.009 -0.006 0.007
Si 5.451 -0.048 14.942 0 0.014 0.006
Si 8.173 2.695 14.972 0.009 -0.003 0.011
Si 5.439 5.439 14.925 0.013 0.011 0
Si 8.146 8.184 14.919 0.012 -0.002 -0.005
Si 5.442 10.892 14.93 -0.004 0.016 -0.008
Si 8.164 -2.719 14.934 0.004 -0.006 -0.013
Si -5.442 -0.003 14.978 -0.009 -0.016 -0.002
Si -2.716 2.698 14.944 -0.014 -0.005 -0.01
Si -5.422 5.434 14.956 0.008 0.019 0.012
Si -2.714 8.169 14.982 0.007 0.011 0.013
Si -5.444 -5.422 14.961 -0.009 -0.012 -0.006
Si -2.72 -2.696 14.981 0.012 0.005 0.003
O 4.018 -4.035 23.473 0.307 0.292 0.327
O -8.071 0.103 22.09 0.079 0.057 0.43
O 3.335 -1.281 -5.622 -0.011 -0.192 -0.185
O 7.11 4.434 22.711 0.466 -0.336 0.285
O 2.954 5.437 22.267 -0.001 -0.082 0.407
O 7.563 3.92 -1.425 0.116 0.196 -0.275
O -5.859 5.519 -3.343 -0.738 -0.136 -0.122
O -7.303 -4.859 -6.622 0.041 0.097 -0.033
O -2.186 -7.713 -3.395 0.013 -0.594 -0.518
O -7.942 6.697 22.606 0.096 0.073 0.202
O 0.713 4.761 -3.474 -0.693 0.028 -0.167
O -3.638 -0.86 -1.54 0.115 -0.097 -0.393
O -2.626 5.562 21.996 0.201 -0.155 0.372
O 0.663 4.152 22.945 -0.219 0.431 0.301
O -7.736 7.095 -5.246 -0.115 -0.519 0.126
O -3.927 4.459 -1.926 0.29 -0.07 -0.212
O 0.022 -2.822 22.235 -0.054 -0.131 0.351
O -3.425 -4.624 24.256 -0.806 0.039 -0.32
O 4.4 -4.825 -0.96 -0.245 -0.234 -0.204
O 6.363 -7.176 23.213 -0.081 -0.335 0.346
O -2.51 0.125 22.346 -0.097 0.055 0.308
O -7.681 -6.639 -4.736 -0.386 0.538 0.47
O 6.633 -3.949 -1.98 -0.177 0.144 -0.056
O 5.525 -0.104 -0.431 0.111 0.124 -0.659
O -1.78 -6.814 24.543 0.45 0.144 0.286
O 6.898 1.788 -2.721 -0.378 -0.094 0.256
O -4.433 4.302 23.248 -0.112 -0.096 0.205
O 6.418 -6.462 -1.341 0.069 -0.208 -0.58
O -0.763 0.937 -1.004 0.569 -0.362 0.059
O 5.354 2.647 22.145 0.046 0.116 0.289
O 5.1 -5.762 25.104 0.483 0.299 0.249
O -7.494 1.679 -0.996 -0.209 0.027 -0.19
O 8.122 -5.543 22.228 0.175 -0.272 0.177
O -0.032 5.488 -0.41 0.03 -0.027 -0.322
O 5.47 5.42 -0.528 0.022 0.041 -0.547
O 7.846 2.207 24.434 -0.368 -0.14 -0.334
O 7.541 -1.697 -1.026 0.142 0.183 -0.161
O -3.666 8.083 -5.758 0.215 0.021 0.256
O -3.636 -6.71 22.795 -0.002 -0.339 0.146
O 7.372 -0.071 -4.474 0.478 0.171 -0.175
O 3.307 1.123 23.042 -0.192 0.178 0.41
O 6.751 8.098 -3.635 -0.005 -0.004 0.615
O 0.032 -5.505 -0.438 -0.221 -0.074 -0.491
O 4.67 3.908 -5.336 -0.165 -0.224 0.327
O -4.127 -1.643 23.325 -0.282 -0.31 0.109
O 5.529 6.536 22.743 -0.031 0.077 0.415
O 3.187 6.759 -1.037 -0.488 -0.117 0.099
O 6.841 2.386 -5.29 0.565 0.098 -0.147
O 2.641 -5.531 21.982 -0.024 0.017 -0.141
O 5.76 -1.992 -4.829 -0.24 -0.454 0.424
O 1.397 -7.478 23.134 -0.108 -0.295 0.251
O -5.87 1.935 24.891 0.241 -0.302 0.028
O -1.124 7.507 22.912 0.338 0.287 0.09
O -5.602 0.04 -0.215 -0.085 -0.029 -0.138
O 1.276 -1.902 -4.177 0.223 -0.523 -0.073
O -0.435 1.767 23.067 0.508 -0.324 0.039
O 4.162 -8.136 -2.853 0.301 0.037 0.105
O 2.487 -5.825 24.862 -0.495 0.263 0.336
O 4.156 -1.198 23.814 0.133 -0.43 -0.483
O 1.498 3.552 -1.261 0.149 -0.189 -0.165
O -3.351 2.282 25.849 0.015 0.128 -0.358
O -0.697 -2.812 -2.72 0.097 -0.039 -0.147
O -6.97 7.934 -2.928 -0.152 0.469 0.096
O -0.019 -6.706 -4.546 -0.016 -0.171 0.313
O -5.167 -6.051 -5.573 0.147 0.283 0.468
O -6.704 -7.579 -6.977 0.17 0.05 -0.63
O 2.588 -5.924 -4.467 -0.071 0.015 0.542
O 8.08 -2.34 -5.999 0.637 0.194 -0.015
O 1.081 -1.325 -1.509 -0.002 0.379 -0.148
O -0.454 -0.256 -3.317 -0.081 -0.27 -0.581
O -2.617 2.725 -0.471 -0.109 -0.206 -0.03
O -5.959 -4.254 26.029 0.305 -0.348 -0.119
O 5.689 3.093 25.663 0.147 -0.015 -0.372
O 3.302 4.225 25.542 0.287 0.125 -0.597
O 1.204 0.228 -5.887 0.315 0.284 -0.076
O 4.839 1.221 -3.987 0.081 -0.051 -0.012
O -2.132 -3.925 -0.916 -0.62 0.382 0.009
O -4.295 -0.038 25.439 0.149 -0.168 0.234
O 2.804 -2.829 -0.375 0.229 0.085 -0.357
O -5.352 -5.425 -0.435 0.092 -0.212 -0.696
O 3.775 1.469 -1.555 -0.139 0.357 -0.14
O 4.765 -7.318 -5.17 -0.054 -0.219 -0.566
O 8.145 8.145 -0.347 0.112 0.036 -0.496
O 0.355 6.603 -5.389 -0.658 -0.172 0.16
O -3.62 -0.894 -4.15 0.272 0.173 -0.348
O -1.516 -5.233 -3.092 0.342 -0.117 0.066
O 1.921 8.003 25.625 0.167 -0.144 0.238
O -4.524 -2.912 -5.57 -0.366 -0.273 0.14
O -7.061 2.672 -3.344 -0.07 0.426 -0.155
O 2.58 2.787 -3.467 0.289 0.202 -0.494
O 1.634 -0.942 23.172 -0.341 0.015 0.315
O -1.355 3.517 24.733 -0.505 0.533 -0.418
O 7.234 6.072 24.754 0.615 -0.206 0.07
O -4.376 7.445 -2.45 -0.001 -0.096 -0.28
O 2.016 -7.213 -1.338 0.097 0.032 -0.3
O -6.132 -1.882 24.953 -0.255 0.568 0.199
O 0.954 -5.054 -6.336 0.299 0.464 0.011
O 2.581 0.079 25.447 -0.083 0.145 0.03
O -5.476 6.564 24.461 -0.528 0.144 -0.452
O 1.679 7.232 -3.158 -0.416 0.214 0.053
O -0.064 2.351 -3.095 -0.166 0.193 -0.483
O 5.858 0.56 24.777 -0.318 0.121 0.086
O 5.994 8.158 25.682 0.04 0.26 0.558
O 1.08 2.964 25.146 0.234 -0.234 0.416
O 2.645 5.537 -4.944 0.056 -0.119 -0.191
O -6.613 -3.938 23.431 0.428 -0.081 0.15
O -5.427 6.375 -6.41 -0.066 -0.404 -0.19
O 3.92 -7.823 24.003 0.061 -0.448 -0.39
O -1.046 -0.762 -6.819 -0.071 -0.041 0.128
O -0.601 7.374 25.504 -0.2 -0.048 0.123
O -3.601 5.606 -4.566 0.477 0.107 -0.055
O -5.642 8.132 22.044 -0.058 0.043 0.406
O 4.991 -5.444 -3.369 -0.031 -0.003 -0.08
O -5.088 0.949 -2.916 -0.314 0.06 0.177
O -6.28 6.372 -0.951 0.307 -0.598 0.051
O 6.647 -1.521 23.244 0.102 -0.445 0.229
O 8.007 -3.316 25.427 -0.06 -0.261 0.063
O -5.245 -0.894 -7.033 -0.065 -0.149 0.256
O -1.489 -5.025 22.68 0.51 -0.251 0.176
O -3.011 7.152 24.713 0.299 -0.448 -0.263
O -6.601 2.27 22.531 0.466 0.461 -0.247
O -2.522 1.185 -2.944 -0.226 0.367 -0.256
O -5.841 1.209 -5.368 -0.018 0.119 0.144
O 8.103 -2.403 -3.457 0.551 -0.038 -0.332
O -3.313 -6.963 -1.106 0.431 0.364 -0.182
O 6.809 4.746 -6.478 0.469 -0.004 0.477
O -2.477 -6.012 -5.422 0.044 0.167 -0.342
O -7.12 -3.713 -1.41 0.093 0.018 -0.366
O 4.606 -4.849 -5.854 -0.155 0.465 0.215
O 5.813 -1.921 25.714 -0.457 0.093 0.402
O -3.72 -2.548 25.809 0.189 0.233 0.508
O 5.045 6.437 -4.737 0.446 -0.163 0.143
O -4.588 -7.336 25.712 -0.594 0.236 -0.181
O 1.697 -7.613 -6.258 0.648 -0.096 -0.275
O -1.948 7.105 -1.305 -0.245 -0.284 -0.212
O 2.536 0.23 -3.584 -0.192 -0.301 0.239
O -4.879 4.392 25.802 0.46 -0.708 0.157
O -4.689 3.264 -4.177 0.308 0.051 -0.152
O -2.833 6.034 -7.074 0.483 0.468 -0.038
O -1.95 -2.645 -5.307 0.448 -0.306 0.239
O -3.301 -3.325 -3.193 -0.553 -0.234 0.213
O 5.433 0.217 -6.32 -0.021 0.268 0.408
O -1.358 -3.578 25.511 0.118 -0.099 -0.234
O -6.863 4.281 24.162 -0.554 0.397 -0.016

Results
total energy: -101651.869 eV
total energy less fixed offsets of O -438.25, Si -107.07 eV per atom: 1.331 eV
